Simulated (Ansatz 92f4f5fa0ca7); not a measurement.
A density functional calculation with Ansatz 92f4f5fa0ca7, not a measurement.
Periodic cell of 212 atoms, Si132O80, from a study of silicon, its oxide and their interface. The atomic structure is a simulated model.
Doubt: the cutoff is far below the 930 eV that the study's wrapper takes by default for these files, so forces and energies are approximate.
This geometry differs little from another in the collection (a relaxation step or a small displacement).

Settings: functional PBE; potential files Ansatz PAW; basis plane waves; wave-function cutoff 580 eV; density cutoff ratio 5; exchange-correlation grid ratio 1; k mesh 1 x 1 x 1, Gamma-centred; self-consistency stop 5e-08 eV per atom in the density residual; occupations fixed; spin none; net charge 0.

Cell vectors (angstrom)
a	10.938	0	0
b	0	10.938	0
c	0	0	31.6304

Atoms and the computed forces on them: element, x, y, z (angstrom), force x, y, z (eV/angstrom)
Si	-0.5125	0.5825	24.3439	0.0127	-0.0131	-0.0066
Si	5.9162	-0.4292	24.3078	-0.0186	0.0187	-0.001
Si	2.1195	3.3061	24.2237	0.021	-0.0133	-0.0122
Si	8.7251	2.3643	24.2977	-0.0157	0.0138	-0.0026
Si	0.2696	4.983	24.2363	-0.0168	0.0127	0.0057
Si	4.9478	6.0194	24.1428	0.0117	-0.0087	0.0047
Si	3.1772	7.7244	24.1452	-0.0158	0.0107	0.0025
Si	7.7187	8.837	24.251	0.0189	-0.0138	-0.0038
Si	1.3249	1.472	25.5146	-0.0056	-0.0027	0.0082
Si	6.855	1.4087	25.4412	0.0022	0.0006	0.0016
Si	4.0107	4.2027	25.3765	-0.0066	-0.0019	0.0021
Si	9.5902	4.0669	25.661	0.0078	0.0028	0.0099
Si	1.3299	6.8197	25.3577	0.0032	0.0027	0.0016
Si	6.7897	6.9255	25.3727	-0.0032	-0.0006	0.004
Si	4.097	9.5205	25.4532	0.0053	0.0031	0.0071
Si	9.5078	9.6879	25.5212	-0.0033	0.0017	0.0035
Si	2.7239	0.012	26.7885	-0.0009	0.0009	-0.0011
Si	8.1588	0.0662	26.911	-0.0009	-0.0018	-0.0002
Si	0.0114	2.7307	26.9775	0.0016	-0.0012	0.0025
Si	5.4207	2.7885	26.7573	0.0006	-0.0001	-0.0048
Si	2.6831	5.5072	26.8448	-0.0014	-0.0007	0
Si	8.1481	5.5239	26.8044	-0.0018	-0.0002	0.0004
Si	-0.0175	8.2238	26.7724	-0.0009	0.0006	-0.0036
Si	5.4599	8.2047	26.8721	0.0017	-0.0005	0.0017
Si	4.1018	1.3673	28.2121	0.0325	0.0902	-0.5429
Si	9.5708	1.3673	28.2121	-0.1094	-0.0657	0.8467
Si	1.3673	4.1018	28.2121	0.2574	0.2935	0.6223
Si	6.8362	4.1018	28.2121	-0.2832	0.1388	-0.4664
Si	4.1018	6.8362	28.2121	-0.1417	-0.0343	0.1472
Si	9.5708	6.8362	28.2121	-0.0404	0.1678	-0.4447
Si	1.3673	9.5708	28.2121	-0.0434	-0.006	-0.4763
Si	6.8362	9.5708	28.2121	-0.164	0.083	0.3038
Si	0	0	29.5794	-0.1088	-0.0234	0.0314
Si	5.469	0	29.5794	0.042	-0.0614	0.013
Si	2.7345	2.7345	29.5794	0.0287	0.0987	0.017
Si	8.2035	2.7345	29.5794	0.1038	-0.0556	0.0113
Si	0	5.469	29.5794	0.0777	-0.0664	0.0114
Si	5.469	5.469	29.5794	-0.0656	-0.0812	0.0132
Si	2.7345	8.2035	29.5794	0.0759	-0.0207	-0.0052
Si	8.2035	8.2035	29.5794	0.0574	0.0563	0.0088
Si	1.3673	1.3673	30.9466	0.0143	-0.0072	-0.0108
Si	6.8362	1.3673	30.9466	-0.0419	0.0487	-0.0279
Si	4.1018	4.1018	30.9466	0.0321	-0.0378	0.012
Si	9.5708	4.1018	30.9466	-0.0606	0.0495	-0.0326
Si	1.3673	6.8362	30.9466	-0.0722	0.0684	-0.0264
Si	6.8362	6.8362	30.9466	-0.0336	0.0068	-0.0108
Si	4.1018	9.5708	30.9466	-0.0581	0.0392	-0.0193
Si	9.5708	9.5708	30.9466	0.0329	-0.0078	0.0239
Si	2.7345	0	0.6835	0.0431	-0.0448	0.033
Si	8.2035	0	0.6835	-0.0209	0.0483	0.0215
Si	0	2.7345	0.6835	-0.0487	0.0362	-0.0204
Si	5.469	2.7345	0.6835	0.0299	-0.0297	0.0206
Si	2.7345	5.469	0.6835	0.0332	-0.0561	0.0096
Si	8.2035	5.469	0.6835	0.083	-0.0623	0.0293
Si	0	8.2035	0.6835	0.0793	-0.0953	0.0328
Si	5.469	8.2035	0.6835	-0.0097	0.0455	-0.0153
Si	4.1018	1.3673	2.0507	-0.0414	0.0813	0.0126
Si	9.5708	1.3673	2.0507	0.0973	0.0227	-0.0449
Si	1.3673	4.1018	2.0507	-0.0788	-0.1012	-0.0264
Si	6.8362	4.1018	2.0507	-0.0688	0.0356	0.0059
Si	4.1018	6.8362	2.0507	0.0583	0.0597	-0.023
Si	9.5708	6.8362	2.0507	-0.042	0.1088	-0.0056
Si	1.3673	9.5708	2.0507	-0.0814	0.0768	-0.0007
Si	6.8362	9.5708	2.0507	-0.0655	-0.1289	-0.0384
Si	0	0	3.418	-0.044	0.049	-0.5586
Si	5.469	0	3.418	-0.0025	-0.2119	0.495
Si	2.7345	2.7345	3.418	-0.2125	-0.3073	-0.3989
Si	8.2035	2.7345	3.418	0.0761	-0.1192	0.4818
Si	0	5.469	3.418	0.1051	-0.1555	0.386
Si	5.469	5.469	3.418	0.2729	0.1155	-0.2523
Si	2.7345	8.2035	3.418	0.302	-0.0549	0.4403
Si	8.2035	8.2035	3.418	0.0129	-0.0039	-0.6768
Si	1.3981	1.2904	4.7615	0.0006	0.0018	0.001
Si	6.8799	1.2993	4.839	0.0014	0.0008	0.0023
Si	4.0867	4.0999	4.699	-0.0012	0.0012	0.0012
Si	9.6092	4.0659	4.8439	0.0004	-0.001	0.005
Si	1.3924	6.8241	4.8206	0.0023	-0.0028	0.003
Si	6.9192	6.815	4.7578	-0.0007	-0.0005	-0.001
Si	4.1527	9.5195	4.8828	0.001	-0.0006	0.0026
Si	9.5407	9.5926	4.7046	-0.0007	0.0014	-0.0008
Si	2.6503	-0.1292	6.2403	0	-0.0007	-0.0037
Si	8.2659	-0.1027	6.2517	0.0008	0.0019	-0.0028
Si	0.0498	2.6255	6.1678	-0.0027	-0.0013	-0.0052
Si	5.4049	2.6906	6.0366	0.0001	-0.0041	-0.0084
Si	2.8085	5.4441	6.1697	0.006	0.0019	-0.0063
Si	8.2907	5.5016	6.2045	-0.002	-0.0053	-0.002
Si	-0.049	8.2503	6.0359	-0.0017	-0.0015	-0.0038
Si	5.6588	8.1616	6.2279	0.0043	0.0024	-0.0104
Si	3.5562	1.7756	7.2352	0.0137	-0.0097	0.0068
Si	10.0743	0.8424	7.4502	-0.0156	0.0186	0.0039
Si	1.9108	3.5527	7.2576	-0.0105	0.0054	0.0118
Si	6.4016	4.4843	7.1526	0.0133	-0.0025	-0.0113
Si	4.7362	6.2826	7.287	-0.0269	0.0095	0.0178
Si	9.3292	7.2734	7.4826	0.0162	-0.0113	-0.0006
Si	0.7804	9.8892	7.5181	0.0199	-0.0221	0.0084
Si	7.4949	8.9906	7.6047	-0.0173	0.0118	0.0149
O	0.8767	9.1192	9.0331	-0.0039	0.0161	-0.014
O	1.823	3.629	8.9436	0.0041	-0.0039	-0.009
O	9.5605	1.3686	8.9511	-0.0005	-0.0029	-0.0111
O	7.1659	9.3995	9.2003	0.0016	-0.0022	-0.0231
O	3.5455	1.5666	8.9136	-0.006	0.0069	-0.013
O	4.5791	6.683	8.8912	0.0158	0.0004	-0.0256
O	6.8026	3.8208	8.6351	0.0136	-0.0056	0.0024
O	10.2376	6.9593	8.8932	-0.0184	-0.0032	-0.0131
O	2.4457	2.8541	22.6469	-0.0003	0.0053	0.0172
O	5.4738	11.007	22.7847	0.0015	0.0018	0.0155
O	8.566	3.0839	22.7771	-0.0025	-0.0049	0.004
O	-0.5722	5.1715	22.7628	0.0067	0.008	0.0084
O	8.2604	8.7095	22.6727	0.0064	0.0008	0.0246
O	2.5161	4.4626	15.1656	-0.0005	0.0049	0.0022
O	2.7975	8.0258	22.5528	-0.0021	-0.012	0.0221
O	10.9322	11.0988	22.8396	-0.0014	-0.0011	0.0138
Si	2.7118	-6.9448	18.7303	-0.0015	-0.0042	-0.002
Si	-3.4243	7.3647	12.8681	0.0102	-0.001	-0.0111
Si	9.679	3.9323	21.9006	-0.0047	-0.0015	-0.0162
Si	0.283	1.0199	14.5503	-0.0025	-0.0002	0.0064
Si	5.9943	2.7296	12.5674	0.0059	-0.0014	-0.0094
Si	5.0312	7.3486	16.3564	0.0051	0.0016	-0.0022
Si	1.108	7.5947	12.7578	-0.001	-0.0041	0.0002
Si	7.6464	8.3961	21.1923	0.0068	0.0127	-0.0227
Si	-1.8305	-0.7253	19.3327	0.0022	0.0029	-0.0008
Si	-4.9817	3.8745	9.9966	-0.0021	-0.013	0.0263
Si	-8.3653	8.8459	21.1583	0.01	0.0024	-0.035
Si	8.9912	2.4599	13.0674	0.0024	-0.0012	-0.0036
Si	-7.2769	6.9448	19.0588	-0.0119	-0.0025	-0.0017
Si	13.4693	6.0759	14.9092	-0.0028	-0.0026	-0.0032
Si	5.93	-5.0302	21.0743	0.0066	0.0053	-0.0301
Si	7.6774	4.0151	19.5803	0.0017	0.0011	-0.0009
Si	7.0681	9.4191	15.1493	0.0001	0.0021	0.0031
Si	0.388	-0.005	21.2839	-0.0139	0.0069	-0.0117
Si	14.4667	6.9846	10.0773	-0.0142	0.007	0.019
Si	2.1931	3.1031	16.0209	0.0017	-0.0051	-0.0053
Si	-1.0751	-1.1296	16.4387	0.003	0.0015	-0.0023
Si	5.7068	-0.0986	12.8985	0.0086	0.0029	-0.0022
Si	11.5567	7.599	9.651	0.0122	-0.0039	0.0198
Si	14.2642	-1.4784	11.8433	-0.0009	0.0034	-0.0063
Si	1.7325	1.0338	11.6944	-0.0033	0.0071	0.0011
Si	6.931	4.8168	16.6799	0.0001	0.01	-0.0099
Si	4.8211	-8.3714	17.2023	-0.0066	-0.004	-0.0039
Si	5.3085	5.5871	12.0224	-0.0052	0.0018	-0.0014
Si	5.2547	10.4733	21.2655	-0.0026	0.0037	-0.0147
Si	10.9152	-3.7171	15.3466	0.0011	-0.0009	0.0022
Si	9.7915	0.9286	10.5022	0.0024	0.0145	0.0056
Si	6.6054	1.1079	19.0479	-0.0009	-0.0015	-0.0012
Si	3.0161	2.8676	9.7879	-0.0012	-0.001	0.0131
Si	-1.9231	-5.8011	14.2973	-0.0039	-0.002	0.0015
Si	-3.2766	-1.3012	10.7445	-0.0068	-0.0032	0.014
Si	1.5403	2.6392	21.3058	0.0039	-0.0012	-0.0185
O	12.0132	-1.4644	21.1112	0.0009	-0.005	0.0016
O	17.2588	-5.6638	10.7687	0.0026	-0.0064	-0.0128
O	-2.2032	-2.1699	20.0295	-0.0049	-0.0019	0.0012
O	4.1527	3.2398	18.5419	-0.0031	0.0031	0.0029
O	6.3596	4.4907	20.4144	-0.0008	-0.0028	0.0053
O	3.5992	2.2322	16.1524	0.0002	0.0015	0.0045
O	13.0765	-13.0377	12.7391	0.0001	0.0006	0.006
O	0.9826	2.221	15.401	0.0006	-0.0004	0.0012
O	5.5792	0.7711	20.2655	-0.0034	-0.0071	0.0042
O	7.6829	10.8521	18.8833	-0.0011	0.0014	-0.003
O	-0.0291	2.925	21.5932	0.0057	0.0002	0.0067
O	9.0055	15.3102	20.4774	0.0037	0.0017	0.0076
O	-6.7261	-3.2351	17.7248	-0.0021	-0.0027	0.0018
O	1.9592	6.306	13.3669	0.0003	0.0029	0.0021
O	3.8713	17.0145	11.4069	0.0038	-0.0036	0.006
O	2.1078	3.6483	20.1819	-0.0101	-0.0057	0.005
O	4.8665	6.6186	20.0904	-0.015	0.0097	-0.0067
O	5.217	4.16	12.8721	-0.0006	0.0064	0.0044
O	-9.4508	-4.0445	15.8773	0.0009	-0.0006	-0.0012
O	-1.222	1.3468	14.0071	-0.002	0.0021	0.0017
O	4.0114	6.7242	15.2147	0.0016	0.0009	0.0064
O	-0.7523	-2.7209	16.3702	0.0018	0.0021	-0.003
O	11.3339	7.5028	11.2834	-0.0016	-0.0003	-0.012
O	4.3207	-7.0802	9.8169	0.0041	0.0032	0.0009
O	2.8588	-0.0461	11.2735	0.0076	-0.0033	0.009
O	9.6615	-7.0598	13.4923	0.0006	0.003	0.0103
O	7.5053	2.4188	19.371	0.0011	0.0011	-0.0018
O	-2.658	-0.932	16.0669	-0.0006	-0.0006	0.0032
O	-5.8543	1.4199	12.9103	-0.0029	-0.0053	0.0099
O	7.3957	2.5655	13.3841	-0.0055	-0.0007	0.006
O	12.9611	6.7487	9.4561	-0.0052	0.0005	-0.0042
O	7.8504	4.7088	15.346	0.0052	0.005	-0.0012
O	1.7101	3.5094	17.5343	0.0016	0.0048	0.0065
O	-0.987	0.1474	20.419	0.0113	0.0002	0.0044
O	6.5331	-0.2534	14.2839	-0.007	0.0022	-0.0039
O	-0.8831	21.1046	18.0131	-0.0075	-0.0006	0.0037
O	6.1868	-4.6807	16.6978	0.0015	-0.0037	0.0006
O	5.2999	-5.274	22.5526	-0.0097	-0.0166	0.0344
O	-5.1037	3.6296	16.5116	-0.003	-0.0008	0.0037
O	-0.7783	5.7942	15.233	-0.0037	0.0011	-0.0014
O	3.721	-0.9416	21.0409	0.0007	0.0011	0.0033
O	6.2546	-1.7183	20.9767	-0.0059	0.0045	0.0066
O	-8.0363	5.5925	18.589	0.0046	0.0127	0.0033
O	-2.4257	-4.8347	13.0789	-0.0057	0.0009	0.0107
O	2.4257	2.4715	11.2669	0.0019	-0.0015	0.002
O	13.5456	-3.0574	19.8534	0.0076	0.001	0.005
O	9.1049	10.404	10.7601	0.0008	-0.0072	0.003
O	7.2849	6.8151	21.1388	0.0109	-0.0111	-0.0021
O	-3.1628	4.6939	18.0864	0.0043	-0.0005	0.0032
O	5.7042	1.277	17.682	0.0056	-0.0014	0.0053
O	9.2218	2.0906	11.497	0.0046	-0.0035	-0.0051
O	1.5303	12.0211	20.8231	0.0013	0.0036	0.0006
O	5.9732	6.7945	12.8837	-0.0059	-0.0052	0.0047
O	4.5609	-1.2449	12.8711	-0.0049	-0.0036	0.0066
O	6.3563	13.5762	10.9686	-0.0014	0.0075	-0.0028
O	-4.3119	-11.2755	11.5635	0.0055	-0.0045	-0.0013
O	1.2927	-10.0929	13.261	0.0074	-0.0009	-0.0089
O	5.8011	8.7253	15.9166	0.0004	-0.0018	0.0005
O	3.7118	-2.3997	10.5582	0.0007	-0.0064	0.0004
O	0.4466	0.7738	10.7433	-0.0039	-0.0018	0.0011
O	7.8133	-2.7541	11.4885	0	0.0024	0.0028
O	0.0023	10.6618	15.5251	0	-0.0006	0.0028
O	-0.0414	7.9273	13.8603	0.0019	0.0002	0.003
O	7.7342	-2.617	14.1533	-0.0008	-0.0022	0.0055

Results
free energy: -129411.719 eV
free energy less fixed offsets of O -568.88, Si -635.61 eV per atom: -0.799 eV

The program warned: the cutoff lies below the one the program advises for these potential files; the forces do not sum to zero within the program's tolerance; the exchange-correlation potential is rough where the density is thin.
